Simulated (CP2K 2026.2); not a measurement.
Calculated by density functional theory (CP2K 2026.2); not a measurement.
Periodic cell of 511 atoms, Si360O151, from a study of silicon, its oxide and their interface. The atomic structure is a simulated model.
Doubt: the forces sum to 1.59 eV/angstrom along one axis rather than to zero, so they err by at least 0.0031 eV/angstrom per atom on average; the grid cutoff is modest.

Settings: functional PBE; method Gaussian and plane waves; basis set DZVP-MOLOPT-SR-GTH; pseudopotentials GTH-PBE; grid cutoff 300 Ry, relative cutoff 40 Ry; k points Gamma only; occupations fixed; spin none; net charge 0.

Cell vectors (angstrom)
a	16.32	0	0
b	0	16.32	0
c	-8.0517	0.1667	34.2178

Atoms and the computed forces on them: element, x, y, z (angstrom), force x, y, z (eV/angstrom)
Si	0.218	0.347	0.836	0.088	0.099	0.648
Si	-0.654	2.786	-1.013	0.027	-0.029	0.143
Si	2.921	8.364	2.889	-0.215	-0.064	0.71
Si	3.577	3.849	0.814	-0.063	0.01	0.161
Si	0.681	5.153	0.506	-0.146	-0.184	0.725
Si	0.291	-4.516	-3.993	0.041	0.021	-0.094
Si	-0.593	-6.065	2.716	0.016	0.026	0.008
Si	-0.354	-6.287	0.355	-0.178	0.007	0.699
Si	-10.439	-3.006	-3.309	-0.091	-0.01	-0.035
Si	5.505	5.575	2.75	-0.071	-0.112	0.666
Si	-2.593	-6.316	27.514	-0.041	-0.039	-0.094
Si	-10.165	-4.755	0.126	-0.012	0.018	0.008
Si	-8.698	-2.143	0.572	0.251	0.017	0.65
Si	0.017	1.649	-3.828	-0.139	-0.085	-0.08
Si	4.281	-0.628	-2.325	-0.099	0.12	0.102
Si	-6.624	5.578	-2.155	-0.015	0.039	-0.005
Si	-5.819	5.079	2.822	0.006	-0.013	0.656
Si	-2.185	-1.638	0.205	-0.093	-0.088	0.146
Si	1.539	-1.252	4.058	0.027	-0.056	-0.054
Si	2.365	2.276	3.179	-0.278	-0.094	0.55
Si	-0.357	4.947	2.715	-0.029	-0.053	-0.054
Si	2.253	-1.706	-0.145	-0.002	0.03	0.061
Si	1.75	7.856	0.075	-0.076	0.073	0.058
Si	3.401	-1.989	2.726	0.135	0.175	0.654
Si	5.159	-0.219	2.854	-0.043	0.003	-0.045
Si	6.779	4.053	4.042	0.025	0.002	-0.052
Si	-10.837	6.422	-3.554	-0.046	-0.068	-0.033
Si	-8.648	7.86	2.561	0.239	0.104	0.737
Si	5.105	-5.713	2.946	0.071	0.161	0.794
Si	-7.743	-2.206	2.752	-0.038	0.073	-0.057
Si	-5.942	-0.536	2.791	-0.204	-0.169	0.65
Si	-4.569	5.858	0.11	0.032	-0.001	-0.006
Si	-2.183	3.256	2.874	0.267	0.242	0.587
Si	-2.9	-7.879	0.562	0.208	-0.026	0.706
Si	-4.796	-4.837	2.769	0.062	0.022	0.031
Si	-4.151	-1.397	4.09	-0.009	0.011	-0.075
Si	-1.27	1.496	4.162	-0.048	0.04	-0.066
Si	1.266	4.06	4.209	-0.009	-0.02	-0.075
Si	-1.332	6.749	3.997	0.042	-0.057	-0.04
Si	1.237	9.501	4.047	0.036	0.009	-0.015
Si	-1.374	-4.193	4	-0.01	0.032	-0.045
Si	0.615	0.655	3.058	0.03	0.065	0.034
Si	4.096	1.263	4.334	0.049	-0.019	-0.016
Si	-7.976	2.784	2.788	-0.132	-0.053	0.654
Si	4.072	6.785	4.165	0.015	-0.004	-0.052
Si	6.744	-6.894	4.098	0.002	-0.011	-0.041
Si	4.055	-3.926	4.028	0.001	0.009	-0.042
Si	-9.477	-1.311	4.116	-0.053	0.007	0.014
Si	-6.766	1.277	4.099	0.022	-0.006	-0.039
Si	-4.062	4.083	4.081	-0.043	-0.019	-0.016
Si	-6.973	6.783	3.95	-0.016	0.021	-0.019
Si	-4.022	-6.688	4.064	-0.034	0.024	-0.014
Si	-6.714	-4	3.925	-0.005	-0.026	-0.016
Si	-3.125	-3.116	2.873	-0.156	-0.203	0.596
Si	-2.714	0.024	5.34	-0.01	0.005	0.004
Si	-0.021	2.764	5.665	0.016	-0.011	-0.032
Si	-2.771	5.511	5.43	0.06	0.016	-0.029
Si	0.021	8.065	5.446	-0.028	0.01	-0.03
Si	-2.686	-5.438	5.531	-0.041	0.011	-0.058
Si	0.057	-2.728	5.256	0.015	-0.008	-0.011
Si	2.761	-0.071	5.674	-0.039	0.019	0.001
Si	5.462	2.741	5.487	0.017	0.026	0.021
Si	2.685	5.435	5.472	0.013	-0.005	0.03
Si	5.428	-8.194	5.534	-0.007	0.011	0.042
Si	2.617	-5.338	5.344	0	-0.013	-0.022
Si	5.517	-2.748	5.452	-0.015	0.037	-0.022
Si	-8.193	0.062	5.514	0.019	-0.038	-0.022
Si	-5.363	2.644	5.422	-0.006	-0.005	0.015
Si	-8.216	5.437	5.437	-0.008	0.007	0.019
Si	-5.499	8.187	5.257	-0.005	-0.071	-0.017
Si	-8.107	-5.443	5.273	-0.027	0	-0.017
Si	-5.474	-2.724	5.505	-0.017	-0.046	-0.039
Si	-1.337	-1.375	6.664	0.02	-0.014	0.005
Si	1.371	1.352	6.923	-0.032	-0.031	0.039
Si	-1.428	4.162	6.872	0.003	-0.001	-0.003
Si	1.368	6.788	6.855	0.009	0.001	0.035
Si	-1.338	9.462	6.806	0.023	0.028	-0.013
Si	1.322	-4.038	6.772	0.011	0.011	0.02
Si	4.17	-1.434	6.9	-0.017	-0.011	-0.007
Si	6.8	1.404	6.876	0.008	0.018	0.004
Si	4.067	4.082	6.82	-0.001	-0.01	0.002
Si	-9.531	6.769	6.863	0.012	-0.008	-0.016
Si	4.02	-6.736	6.733	0.017	-0.027	-0.025
Si	-9.452	-4.131	6.748	0.008	-0.03	0.013
Si	-6.831	-1.346	6.83	0.022	0.017	0.005
Si	-4.038	1.321	6.808	-0.003	0.018	0.013
Si	-6.778	4.059	6.736	-0.013	0.026	-0.034
Si	-4.142	6.876	6.731	-0.007	0.019	0.009
Si	-6.793	-6.79	6.699	-0.018	-0.008	-0.002
Si	-4.08	-4.075	6.835	-0.003	0.015	0.016
Si	-0.033	-0.043	8.156	-0.002	-0.011	-0.014
Si	2.741	2.728	8.221	-0.003	0.005	0.011
Si	-0.018	5.465	8.214	0.002	0	0.022
Si	2.721	-8.118	8.151	-0.018	0.009	-0.002
Si	0	-5.444	8.135	-0.005	0.001	0.015
Si	2.724	-2.757	8.18	0.017	0	0.011
Si	5.469	0	8.219	-0.002	0.011	0.03
Si	-8.124	2.75	8.177	0	-0.001	0.006
Si	-10.898	5.429	8.201	-0.019	-0.006	0.007
Si	-8.14	-8.142	8.124	0.01	0.017	-0.008
Si	-10.876	-5.444	8.109	-0.01	0.012	-0.011
Si	-8.162	-2.743	8.159	-0.004	0	0.019
Si	-5.428	-0.009	8.166	0.004	-0.003	0.008
Si	-2.742	2.726	8.182	0.024	0	0.015
Si	-5.447	5.456	8.101	0.006	-0.022	-0.002
Si	-2.754	8.164	8.148	-0.011	-0.004	0.017
Si	-5.452	-5.461	8.135	-0.01	-0.008	0.013
Si	-2.69	-2.693	8.118	0.008	0.011	-0.007
Si	-1.369	1.331	14.953	0.006	0.01	0.001
Si	1.361	4.074	14.952	0.014	-0.009	0.001
Si	-1.342	6.806	14.952	0.006	-0.013	-0.002
Si	1.352	-6.773	14.952	-0.022	0.018	-0.001
Si	-1.365	-4.064	14.974	-0.005	0.024	-0.008
Si	1.363	-1.374	14.973	0.008	-0.016	0.004
Si	4.063	1.361	14.958	-0.006	0.014	0.004
Si	-9.509	4.08	14.93	0.015	-0.026	-0.005
Si	4.099	-9.493	14.94	-0.016	-0.02	0.003
Si	-9.534	-6.795	14.972	-0.002	0	-0.011
Si	4.07	-4.086	14.98	0.012	-0.014	-0.001
Si	6.795	-1.368	14.966	-0.005	0.008	0.007
Si	-6.787	1.346	14.957	0.009	0	-0.008
Si	-4.085	4.078	14.949	-0.016	0.02	0.001
Si	-6.804	6.821	14.949	-0.028	0.012	-0.011
Si	-4.074	9.528	14.956	0.01	-0.024	-0.004
Si	-6.803	-4.084	14.968	0.007	0.002	0.004
Si	-4.06	-1.36	14.976	0.013	0.004	-0.01
Si	-2.698	-0.017	16.361	-0.004	-0.007	0.005
Si	0	2.68	16.295	-0.003	-0.009	-0.01
Si	-2.704	5.429	16.29	0.003	0.016	-0.007
Si	0.005	8.191	16.313	0	-0.017	0.002
Si	-2.723	-5.43	16.328	-0.017	-0.011	-0.004
Si	0.004	-2.721	16.347	0.003	0.013	0.011
Si	2.707	-0.003	16.335	0.011	0.022	-0.003
Si	5.451	2.723	16.283	-0.005	0.003	-0.006
Si	2.739	5.462	16.27	-0.005	0.002	-0.01
Si	5.426	-8.142	16.351	0.013	0.014	0.001
Si	2.695	-5.434	16.346	-0.008	0.001	0
Si	5.424	-2.718	16.336	0.001	0.004	-0.006
Si	-8.15	-0.013	16.317	-0.012	-0.013	-0.005
Si	-5.43	2.707	16.315	-0.008	-0.013	0.012
Si	-8.168	5.454	16.288	0.03	0.021	-0.006
Si	-5.439	8.174	16.31	0.008	0.001	-0.013
Si	-8.187	-5.427	16.329	-0.012	-0.02	-0.004
Si	-5.421	-2.733	16.317	-0.003	0.001	-0.009
Si	-1.317	-1.362	17.744	-0.01	0.014	0.014
Si	1.324	1.33	17.704	0.007	-0.023	-0.009
Si	-1.354	4.039	17.633	-0.008	0.004	-0.014
Si	1.409	6.84	17.63	0.033	0.007	-0.006
Si	-1.363	-6.781	17.691	0.018	-0.013	0.012
Si	1.335	-4.085	17.73	-0.005	-0.004	0.009
Si	4.062	-1.359	17.703	-0.011	0.007	-0.016
Si	-9.532	1.35	17.648	-0.012	0.024	0.003
Si	4.113	4.12	17.616	0.004	0.006	-0.002
Si	-9.515	6.796	17.678	-0.027	0.002	0.007
Si	4.037	-6.791	17.719	-0.012	-0.025	0.01
Si	-9.553	-4.075	17.708	0.004	0.008	0.004
Si	-6.784	-1.385	17.668	-0.003	-0.016	-0.009
Si	-4.065	1.361	17.699	0.007	0.012	0.011
Si	-6.809	4.09	17.628	-0.013	0.005	-0.019
Si	-4.057	6.8	17.632	-0.014	0.004	-0.01
Si	-6.806	9.541	17.662	0.017	0.006	-0.004
Si	-4.074	-4.079	17.707	0.006	-0.01	-0.016
Si	0.003	-0.006	19.188	0.024	0.027	-0.019
Si	2.741	2.751	18.907	-0.021	0.018	-0.022
Si	0.029	5.451	18.877	0.015	-0.03	-0.005
Si	2.729	8.132	19.117	-0.003	-0.007	-0.023
Si	0.015	-5.484	19.11	-0.014	-0.005	0.021
Si	2.649	-2.669	19.078	-0.008	0.022	-0.012
Si	5.462	-0.02	19.039	-0.001	-0.019	0.035
Si	-8.227	2.784	18.967	0.02	0.031	-0.008
Si	5.413	5.473	19.054	0.011	-0.006	-0.006
Si	-8.119	8.142	19.006	0.003	-0.013	0.01
Si	5.35	-5.388	19.071	-0.048	-0.009	0.036
Si	-8.143	-2.738	19.042	0.01	-0.013	-0.029
Si	-5.442	-0.017	19.022	0.007	-0.018	0.049
Si	-2.668	2.697	19.066	-0.023	0.006	0.005
Si	-5.374	5.39	18.958	0.033	-0.011	-0.036
Si	-2.763	-8.129	19.015	0.003	0.008	0.02
Si	-5.496	-5.399	19.052	-0.037	0.009	-0.02
Si	-2.655	-2.774	19.065	0.026	-0.009	0.016
Si	-1.346	1.396	20.544	-0.04	-0.03	-0.022
Si	1.438	4.17	20.215	0	0.04	-0.021
Si	-1.319	6.781	20.217	-0.002	0.002	0.003
Si	1.345	-6.877	20.503	-0.026	0.012	-0.024
Si	-1.334	-4.151	20.504	-0.017	0.015	-0.018
Si	1.347	-1.387	20.597	0.01	-0.036	0.002
Si	4.04	1.386	20.272	-0.048	0.045	0.022
Si	-9.596	4.087	20.405	0.034	-0.046	-0.009
Si	4.115	6.805	20.52	-0.032	0.023	-0.001
Si	-9.56	9.501	20.277	0.007	-0.001	0.039
Si	3.954	-3.997	20.465	0.002	-0.035	0.028
Si	6.855	-1.386	20.406	-0.001	0.027	0.037
Si	-6.867	1.421	20.255	0.018	-0.007	0.006
Si	-4.027	4.069	20.388	-0.006	0.005	-0.035
Si	-6.697	6.734	20.298	-0.005	0.022	0.042
Si	-4.17	-6.774	20.383	0.013	-0.059	-0.014
Si	-6.844	-4.072	20.49	0.023	0	-0.02
Si	-4.008	-1.375	20.349	0.003	0.017	0.01
Si	-2.733	-0.043	21.859	-0.002	-0.014	0.017
Si	0.186	2.854	21.631	0.013	-0.052	-0.001
Si	-2.715	5.586	21.635	-0.348	0.287	-0.522
Si	-0.086	8.021	21.766	0.001	0.03	-0.027
Si	-2.789	-5.523	21.801	0.008	0.005	0.001
Si	0	-2.836	21.982	-0.021	-0.009	0.062
Si	2.791	0.092	21.787	-0.045	-0.015	0.072
Si	5.289	2.729	21.727	-0.018	0.055	0.054
Si	2.685	5.421	21.788	0.078	-0.008	0.094
Si	5.526	8.207	21.814	-0.029	-0.001	0.014
Si	2.662	-5.466	21.863	-0.036	-0.013	-0.008
Si	5.424	-2.669	21.792	-0.012	-0.012	0.054
Si	-8.189	0.144	21.707	0.009	0.002	-0.018
Si	-5.403	2.62	21.622	-0.024	-0.07	-0.001
Si	-8.114	5.429	21.619	0.033	-0.071	0.033
Si	-5.453	-8.204	21.765	0.065	-0.024	-0.004
Si	-8.28	-5.52	21.731	-0.007	0.024	0.047
Si	-5.411	-2.648	21.745	0.012	0.006	0.071
Si	-1.667	-1.695	23.213	0.199	0.176	-0.681
Si	1.791	1.858	22.972	0.29	0.16	-0.505
Si	-0.348	4.513	23.233	0.632	0.166	-0.291
Si	1.064	6.465	23.154	-0.029	-0.035	0.118
Si	-1.905	-7.373	22.983	-0.002	-0.024	0.071
Si	4.543	-6.306	23.001	0.065	0.001	0.076
Si	4.629	-0.744	22.976	0.033	0.046	-0.042
Si	-9.976	1.088	23.01	-0.137	-0.242	-0.432
Si	3.516	3.611	23.072	-0.154	-0.197	-0.633
Si	-9.679	-2.891	25.433	0.013	-0.021	-0.099
Si	3.69	4.028	26.203	-0.049	-0.033	-0.057
Si	6.247	-4.575	22.971	-0.133	-0.135	-0.539
Si	-6.275	-0.693	22.784	0.043	0.1	-0.048
Si	-4.491	0.976	23.061	-0.017	-0.027	0.026
Si	2.83	0.719	-4.672	-0.055	0.014	0.013
Si	-3.626	7.251	22.991	0.086	0.334	-0.415
Si	-7.342	-7.382	22.848	-0.039	-0.005	0.029
Si	-3.925	-3.91	23.113	-0.242	-0.143	-0.634
Si	-6.916	-0.54	27.464	0.018	-0.048	0.089
Si	-4.49	5.056	24.726	0.059	0.018	0.03
Si	-9.361	4.146	-2.51	-0.031	-0.003	-0.09
Si	-1.574	-0.263	-5.328	-0.048	-0.167	0.052
Si	3.077	-8.152	-2.6	0.08	0.108	0.029
Si	-3.038	5.184	-5.85	-0.036	0.022	-0.043
Si	-6.371	5.788	26.892	-0.195	0.136	-0.171
Si	3.716	-4.778	27.606	0.125	-0.115	-0.052
Si	0.689	-7.472	-4.316	-0.011	0.015	-0.218
Si	-3.393	2.901	-0.018	0.026	0.017	0.159
Si	-8.76	3.131	24.988	-0.097	-0.014	-0.087
Si	-2.2	8.129	-5.053	-0.016	-0.033	-0.047
Si	-10.141	-7.724	26.168	-0.423	0.136	-0.39
Si	-4.372	-6.329	-3.915	-0.007	0.037	-0.115
Si	-5.364	4.052	-4.388	-0.029	0	-0.147
Si	-5.555	-7.627	27.418	0.006	-0.022	-0.011
Si	-8.957	7.178	22.922	0.045	-0.013	-0.04
Si	-9.736	4.48	-5.476	0.063	0.049	0.2
Si	-4.929	-5.447	0.52	0.203	0.299	0.599
Si	-0.454	0.882	27.815	0.008	0.035	-0.112
Si	-0.295	2.282	25.118	0.07	-0.057	-0.147
Si	4.131	-1.139	25.191	0.058	0.145	-0.582
Si	-6.699	4.045	22.888	-0.193	-0.064	-0.655
Si	-3.36	2.122	24.88	-0.325	-0.326	-0.257
Si	-0.87	-1.757	26.17	-0.062	0.082	-0.074
Si	1.135	-4.44	23.388	0.007	0.049	-0.776
Si	-0.194	-3.461	-1.124	-0.028	0.009	0.12
Si	-8.968	6.154	25.043	0.089	0.181	-0.465
Si	-7.315	-6.693	25.025	-0.023	-0.322	-0.476
Si	-0.781	-6.634	24.87	-0.319	-0.202	-0.546
Si	-1.895	-3.32	-5.871	-0.029	0.15	-0.077
Si	-5.731	-1.114	-2.722	0.066	-0.104	-0.02
Si	-7.763	-6.723	-0.028	-0.109	-0.141	0.103
Si	-6.068	0.985	-4.97	0.055	0.011	0.04
Si	6.463	0.803	1.025	-0.64	0.136	0
Si	1.524	7.547	25.28	-0.059	-0.438	-0.717
Si	5.278	-3.342	-6.133	0.039	-0.02	-0.048
Si	-5.852	-4.195	25.399	0.083	-0.071	-0.042
Si	-8.343	3.813	27.931	-0.019	0.007	-0.057
Si	1.914	-2.998	25.92	0.07	-0.002	-0.037
Si	5.435	1.98	-0.815	0.328	-0.271	0.608
Si	4.83	-5.557	-2.46	-0.065	-0.127	-0.012
Si	-7.662	-3.054	-2.109	0.017	0.01	-0.004
Si	-2.329	8.56	2.847	-0.019	-0.034	-0.048
Si	-4.762	0.159	-0.134	0.127	-0.107	0.174
Si	4.381	1.167	27.223	0.04	-0.004	-0.01
Si	-4.946	-3.959	-2.139	-0.044	0.07	-0.027
Si	-9.446	-7.285	-4.045	-0.122	0.017	-0.123
Si	-7.116	-1.394	24.74	0.04	0.184	-0.544
Si	-6.896	-7.821	-2.854	0.038	0.02	0.003
Si	2.302	-3.458	-6.02	-0.018	0.014	-0.109
Si	1.304	5.186	27.41	0.066	-0.024	-0.099
Si	4.194	-6.91	25.251	0.61	-0.097	-0.28
Si	-3.105	2.182	27.956	-0.053	-0.008	-0.071
Si	-1.371	1.348	9.517	-0.005	0.007	-0.001
Si	1.353	4.088	9.548	-0.009	-0.005	0.013
Si	-1.392	6.823	9.537	0.012	0.005	0.019
Si	1.358	-6.781	9.52	0.005	0.007	0.001
Si	-1.36	-4.077	9.491	-0.006	-0.02	0.002
Si	1.356	-1.378	9.517	0.005	0.002	-0.004
Si	4.093	1.354	9.563	0.001	-0.001	0.017
Si	-9.509	4.082	9.54	-0.012	0.006	-0.007
Si	4.072	6.828	9.521	0.012	-0.006	-0.006
Si	-9.521	-6.798	9.487	-0.005	-0.016	-0.004
Si	4.096	-4.106	9.52	-0.006	0.008	0
Si	-9.498	-1.38	9.545	0	0.006	0.011
Si	-6.781	1.364	9.526	0.001	0.005	-0.004
Si	-4.108	4.098	9.509	0.012	0.002	-0.007
Si	-6.791	6.809	9.49	0	0.013	-0.009
Si	-4.094	-6.796	9.515	0.008	0.007	0.019
Si	-6.797	-4.096	9.508	-0.001	0.004	0.014
Si	-4.056	-1.362	9.511	-0.01	0.005	0.01
Si	-2.722	0	10.888	-0.008	0.016	-0.004
Si	-0.005	2.705	10.883	0.016	-0.022	0.001
Si	-2.734	5.438	10.882	0.004	-0.015	0.002
Si	-0.012	-8.138	10.879	-0.018	0.023	0.004
Si	-2.728	-5.427	10.863	-0.015	0.007	0.008
Si	0	-2.736	10.872	0.016	-0.004	-0.01
Si	2.709	-0.012	10.888	-0.012	0.015	0.005
Si	-10.861	2.717	10.905	0.016	-0.003	-0.001
Si	2.716	5.463	10.885	-0.013	0.022	-0.007
Si	-10.871	-8.148	10.871	-0.001	-0.01	0.01
Si	2.728	-5.444	10.886	0.024	-0.027	0.01
Si	-10.882	-2.729	10.887	-0.013	0.014	-0.002
Si	-8.137	-0.007	10.889	0.01	-0.011	-0.002
Si	-5.44	2.732	10.885	-0.011	0.014	0.008
Si	-8.151	5.461	10.871	-0.015	0.005	0.004
Si	-5.441	8.156	10.875	0.004	-0.016	0.002
Si	-8.17	-5.44	10.868	-0.006	0.011	-0.011
Si	-5.427	-2.731	10.862	0.012	-0.017	-0.001
Si	-1.356	-1.371	12.231	0	0.001	-0.002
Si	1.353	1.349	12.246	0.002	0.004	0.005
Si	-1.367	4.073	12.236	-0.01	0.001	-0.001
Si	1.352	-9.503	12.24	0.008	-0.014	0.002
Si	-1.368	-6.778	12.236	0.01	0.006	0.004
Si	1.364	-4.078	12.239	-0.003	0.003	0.004
Si	4.076	-1.369	12.246	-0.001	-0.015	0.003
Si	-9.508	1.346	12.253	-0.003	0.004	0.003
Si	-12.237	4.093	12.236	0.007	0.003	-0.002
Si	-9.511	-9.505	12.229	0.008	0.001	0.006
Si	-12.234	-6.797	12.24	-0.009	0.007	0.003
Si	-9.52	-4.085	12.247	-0.003	-0.008	0.001
Si	-6.779	-1.372	12.241	0.011	0.015	-0.005
Si	-4.08	1.363	12.24	-0.001	0.009	0.002
Si	-6.801	4.09	12.235	0.005	-0.007	-0.002
Si	-4.082	6.804	12.244	-0.003	-0.002	0.007
Si	-6.806	9.523	12.228	-0.017	-0.013	0.002
Si	-4.08	-4.079	12.241	-0.004	0.01	0.005
Si	0	-0.022	13.603	0	0.005	0
Si	2.719	2.722	13.587	-0.008	-0.001	-0.001
Si	0.001	5.438	13.59	-0.004	-0.002	-0.002
Si	2.716	-8.142	13.598	0.017	0.005	0.001
Si	-0.01	-5.419	13.6	0.005	-0.011	-0.004
Si	2.72	-2.728	13.61	-0.001	0.011	-0.002
Si	5.435	-0.006	13.608	0.001	0.002	-0.003
Si	-8.142	2.714	13.595	0	0.014	-0.004
Si	-10.87	5.454	13.585	0.006	0.01	0.003
Si	-8.169	-8.142	13.599	0.003	-0.004	-0.002
Si	-10.887	-5.437	13.611	-0.009	-0.005	0.002
Si	-8.155	-2.722	13.602	-0.004	0.001	-0.003
Si	-5.422	-0.009	13.604	-0.004	0.001	-0.001
Si	-2.721	2.712	13.602	-0.005	-0.015	-0.001
Si	-5.446	5.447	13.6	0.005	-0.005	0.002
Si	-2.715	8.167	13.597	0.001	-0.002	-0.001
Si	-5.445	-5.441	13.596	-0.008	-0.004	-0.005
Si	-2.717	-2.717	13.6	-0.005	-0.003	-0.006
O	1.547	-0.288	0.162	0.385	0.385	-0.093
O	4.313	3.105	-0.42	-0.184	0.09	-0.453
O	-1.516	-2.532	-0.968	-0.128	-0.081	-0.603
O	4.006	-5.639	26.267	-0.141	0.159	-0.048
O	-3.03	-7.233	-4.047	0.159	-0.035	0.475
O	4.661	4.809	1.565	-0.04	0.096	-0.386
O	-8.189	-7.739	1.167	0.177	0.079	-0.164
O	3.98	-6.791	2.448	-0.295	0.136	-0.177
O	-10.492	-5.191	1.617	0.291	0.278	0.008
O	-9.142	-0.566	0.414	0.023	0.07	-0.327
O	-5.503	-0.172	1.256	0.103	0.053	-0.078
O	-4.509	1.756	-0.196	-0.26	0.138	-0.037
O	-3.978	4.387	-0.169	0.162	-0.052	-0.328
O	-2.687	-2.639	1.364	0.144	0.166	-0.172
O	-2.679	2.698	1.417	-0.056	-0.147	-0.074
O	-1.889	4.884	22.881	-0.206	-0.001	0.333
O	-7.611	-2.567	-0.559	0.639	0.16	0.139
O	-4.568	-4.574	24.479	0.136	-0.664	0
O	-6.458	-5.914	0.403	-0.095	0.345	0.06
O	3.862	4.126	24.602	0.203	0.178	0.141
O	-3.609	3.709	24.601	0.177	0.249	-0.02
O	0.048	-5.354	24.235	-0.176	0.181	0.129
O	-2.81	-4.778	27.939	-0.169	0.047	0.008
O	-4.023	-6.757	0.223	-0.077	-0.089	-0.371
O	-2.796	-2.827	23.589	-0.005	0.006	0.264
O	-3.433	7.015	-0.051	0.264	-0.188	-0.424
O	-7.423	3.177	24.075	0.445	-0.186	0.207
O	-7.492	6.161	25.759	0.172	0.282	-0.314
O	-5.446	-0.106	-3.944	0.621	-0.037	0.114
O	-3.803	4.247	-4.766	0.532	-0.404	0.593
O	3.048	2.631	1.73	-0.127	-0.178	-0.22
O	-6.552	-4.222	-2.318	-0.233	-0.501	-0.043
O	-9.476	4.602	24.859	-0.482	-0.018	-0.276
O	-7.473	-7.556	-1.369	-0.173	0.103	0.045
O	-10.219	0.954	-5.842	-0.269	-0.111	0.502
O	4.362	5.288	26.983	-0.214	0.574	-0.002
O	4.58	0.212	25.951	0.358	0.305	-0.312
O	0.149	-3.622	-2.676	0.263	0.241	0.013
O	2.909	7.767	-1.045	0.407	-0.119	0.131
O	-8.734	1.875	1.628	0.03	0.187	-0.149
O	-1.79	-6.302	26.103	-0.122	-0.011	-0.123
O	-1.026	0.386	-3.929	-0.208	-0.262	0.502
O	2.417	7.639	1.527	0.212	-0.58	0.085
O	-0.236	2.611	-5.081	-0.241	-0.097	-0.321
O	-9.746	-4.237	24.552	-0.224	-0.212	0.169
O	4.454	2.705	26.742	0.365	0.002	-0.011
O	3.774	-2.839	-5.808	-0.009	0.451	0.06
O	-0.24	3.869	24.746	0.109	0.256	0.428
O	-10.552	5.263	-2.453	-0.583	-0.179	0.372
O	2.094	4.025	26.561	-0.29	-0.34	-0.382
O	3.625	-6.614	-2.713	-0.111	0.098	-0.387
O	0.275	-6.079	-3.621	-0.112	-0.068	0.33
O	-9.624	1.862	24.453	-0.438	-0.315	0.375
O	3.057	-2.265	1.144	0.274	-0.345	-0.123
O	0.315	-7.697	25.433	-0.048	0.137	0.457
O	2.652	-1.568	25.713	-0.314	0.121	0.357
O	1.055	-7.006	-0.025	0.442	0.368	-0.062
O	-10.158	-6.187	-3.111	0.458	0.321	0.319
O	1.467	6.56	26.568	-0.124	0.21	0.053
O	-3.746	6.484	24.471	0.049	-0.002	0.193
O	-5.71	-0.244	-1.366	-0.499	0.064	0.033
O	-9.949	6.977	26.047	-0.353	-0.276	0.337
O	-2.064	-1.813	-5.26	-0.286	-0.046	0.201
O	-2.477	3.661	27.97	-0.243	0.268	-0.469
O	-3.321	-4.035	-6.089	-0.113	0.248	0.029
O	-5.599	-4.365	26.984	0.04	-0.556	0.216
O	-6.867	6.894	-3.061	-0.187	-0.137	-0.575
O	-0.123	2.487	-2.482	0.09	0.376	-0.02
O	3.793	1.933	-5.13	0.027	0.563	0.251
O	-9.159	-3.165	26.926	0.647	0.093	-0.008
O	-10.619	5.774	-5.031	-0.026	0.313	-0.215
O	-8.85	-5.571	-0.317	0.118	0.16	-0.317
O	-5.428	-7.199	-3.064	0.114	-0.006	0.092
O	-2.256	2.7	-1.134	-0.282	-0.024	-0.605
O	-1.032	-0.669	0.766	-0.083	0.036	0.24
O	-5.621	4.549	-2.886	0.287	-0.326	0.29
O	2.939	-7.967	25.332	0.105	0.1	0.133
O	-5.762	2.491	-4.477	0.15	0.187	0.312
O	-0.39	-0.558	27.118	0.251	-0.294	-0.058
O	-8.398	2.955	26.551	-0.108	-0.647	0.171
O	4.038	7.1	-3.343	-0.218	-0.241	-0.292
O	-9.107	-3.562	-2.575	-0.009	-0.183	0.363
O	-3.664	1.85	26.463	-0.703	-0.269	0.143
O	-9.748	7.592	-3.393	0.574	-0.036	0.56
O	-0.996	-4.218	-4.902	-0.344	-0.127	-0.206
O	1.545	-7.14	-5.66	-0.142	0.498	-0.031
O	-8.782	-7.02	25.621	-0.064	0.069	0.171
O	-10.123	-2.869	-4.888	0.485	0.333	-0.098
O	-4.096	-4.951	-3.094	0.631	0.226	-0.101
O	0.941	1.524	24.37	0.195	-0.468	0.318
O	-1.52	-7.336	-0.132	0.067	-0.313	-0.436
O	-2.196	-2.478	26.749	-0.48	-0.289	-0.487
O	-0.27	4.973	27.705	-0.212	-0.129	-0.172
O	-7.2	-1.759	-2.973	-0.332	0.379	-0.502
O	-0.146	2.028	26.702	0.392	0.39	0.453
O	-2.756	0.685	-5.886	-0.029	0.337	0.141
O	-1.773	1.78	24.622	0.001	-0.583	-0.202
O	-4.581	-4.288	-0.585	0.285	0.508	0.209
O	-9.79	2.801	-1.72	0.405	-0.13	-0.274
O	-8.016	4.791	-1.867	0.058	-0.053	0.577
O	1.698	-4.18	-4.718	0.31	-0.253	0.121
O	-3.394	-0.695	-0.286	0.196	-0.209	-0.192
O	-2.897	6.675	-5.231	-0.181	-0.021	0.32
O	-1.14	-1.183	24.677	0.091	0.516	0.096
O	2.919	0.895	27.831	-0.432	-0.39	-0.299
O	2.339	0.069	-6.052	0.203	-0.027	-0.146
O	-5.734	7.09	27.6	0.198	-0.125	0.343
O	-10.26	-7.294	27.724	0.185	0.368	0.293
O	0.332	-2.829	26.142	-0.153	-0.455	0.108
O	2.501	-3.788	27.199	-0.474	0.416	0.309
O	-6.774	-2.098	27.848	-0.357	-0.243	-0.002
O	-9.752	6.695	2.15	-0.048	0.121	-0.303
O	-1.582	4.584	-6.137	0.236	0.27	0.17
O	-9.126	3.828	-4.101	0.478	-0.52	-0.1
O	-4.941	-5.938	-5.388	-0.351	-0.087	-0.064
O	-0.48	-4.896	-0.448	-0.176	0.014	-0.163
O	-6.87	3.913	2.245	-0.012	-0.04	-0.217
O	-9.962	-3.139	0.231	-0.416	0.177	0.019
O	-6.121	-7.264	25.952	0.384	-0.187	-0.25
O	-5.643	5.073	23.59	-0.031	0.67	-0.157
O	1.633	8.038	-3.298	-0.213	-0.314	0.283
O	-5.15	5.012	26.188	0.008	-0.145	0.344
O	-4.702	-2.389	-2.548	0.54	0.183	-0.127
O	3.607	-0.346	-3.759	-0.04	-0.556	-0.099
O	-6.242	5.016	-5.358	-0.157	0.523	0.108
O	2.257	4.704	0.424	0.123	0.337	0.029
O	-8.701	-1.808	24.719	-0.4	0.48	-0.18
O	1.552	1.176	-3.825	-0.063	-0.227	0.3
O	-0.084	1.716	0.046	0.012	0.237	-0.033
O	-9.95	-7.195	-5.571	0.502	-0.179	-0.066
O	-6.833	-0.284	25.879	0.192	0.654	0.056
O	3.268	-1.446	-1.366	0.009	-0.385	-0.172
O	2.13	-3.8	24.521	0.345	0.192	0.13
O	5.141	-2.332	25.62	-0.392	-0.193	0.462
O	4.669	-4.09	-3.148	-0.577	0.14	-0.278
O	-7.046	4.786	27.961	0.321	-0.162	0.467
O	-7.657	0.799	-5.194	-0.341	-0.23	0.244
O	1.106	-2.792	-0.448	0.074	-0.549	0.033
O	-4.015	-7.115	27.478	0.072	-0.206	-0.248
O	-5.095	5.917	1.63	0.037	0.158	0.245
O	-8.369	-0.021	27.891	-0.119	0.036	-0.203
O	4.981	-5.227	-0.88	-0.436	-0.163	0.23
O	-7.846	-7.122	-3.965	0.259	0.481	-0.427
O	0.64	6.679	-0.06	-0.372	0.262	-0.504
O	-10.778	-1.594	-2.614	0.344	0.194	0.044
O	4.745	0.779	-1.674	-0.17	0.17	0.071
O	-6.213	-2.669	25.129	0.407	0.028	-0.048
O	-7.124	-5.084	24.99	-0.515	0.409	-0.094
O	-0.654	7.981	-4.583	0.134	-0.673	0.377
O	-5.87	6.078	-0.816	-0.47	0.119	0.033
O	-0.19	4.25	-0.517	-0.275	0.208	-0.404

Results
total energy: -104724.419 eV
total energy less fixed offsets of O -438.25, Si -107.07 eV per atom: -3.469 eV
